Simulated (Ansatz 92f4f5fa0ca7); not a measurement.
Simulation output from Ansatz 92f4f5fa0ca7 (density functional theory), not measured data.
Periodic cell of 221 atoms, Si131O86B1H3, from a study of silicon, its oxide and their interface. The atomic structure is a simulated model.
Doubt: the cutoff is far below the 930 eV that the study's wrapper takes by default for these files, so forces and energies are approximate.
This geometry differs little from another in the collection (a relaxation step or a small displacement).

Settings: functional PBE; potential files Ansatz PAW; basis plane waves; wave-function cutoff 580 eV; density cutoff ratio 5; exchange-correlation grid ratio 1; k mesh 1 x 1 x 1, Gamma-centred; self-consistency stop 5e-08 eV per atom in the density residual; occupations fixed; spin none; net charge 0.

Cell vectors (angstrom)
a	10.938	0	0
b	0	10.938	0
c	0	0	32.1424

Atoms: element, x, y, z (angstrom)
Si	10.7599	0.2331	24.6577
Si	5.7592	10.5081	24.6366
Si	2.616	3.0551	24.5573
Si	8.5476	2.4715	24.6927
Si	0.3107	5.2127	24.7594
Si	5.3506	5.6963	24.6254
Si	3.0766	7.8825	24.6863
Si	8.1273	8.4154	24.7548
Si	1.4834	1.3803	25.8749
Si	6.8655	1.3038	25.8804
Si	4.1719	4.135	25.9619
Si	9.6685	4.0335	26.0496
Si	1.4728	6.7976	26.0363
Si	6.9194	6.8155	25.9996
Si	4.1877	9.462	26.0332
Si	9.6547	9.6155	26.0527
Si	2.7904	-0.0251	27.2861
Si	8.2191	0.0066	27.3781
Si	0.1214	2.6812	27.3765
Si	5.5191	2.6973	27.2709
Si	2.8101	5.4406	27.417
Si	8.2621	5.4213	27.3491
Si	0.0722	8.1904	27.3536
Si	5.5483	8.1453	27.4269
Si	4.1355	1.3565	28.6746
Si	9.6147	1.3613	28.7257
Si	1.4206	4.0787	28.752
Si	6.8618	4.0645	28.6949
Si	4.1524	6.812	28.7758
Si	9.6095	6.8235	28.7103
Si	1.4154	9.5768	28.7091
Si	6.8763	9.5666	28.7535
Si	0.0185	-0.0184	30.0887
Si	5.477	-0.0051	30.0844
Si	2.7693	2.7072	30.0914
Si	8.2267	2.721	30.0851
Si	0.0238	5.4499	30.0889
Si	5.5048	5.4296	30.1007
Si	2.7559	8.1952	30.0944
Si	8.2322	8.1863	30.0946
Si	1.3673	1.3673	31.4587
Si	6.8362	1.3673	31.4587
Si	4.1018	4.1018	31.4587
Si	9.5708	4.1018	31.4587
Si	1.3673	6.8362	31.4587
Si	6.8362	6.8362	31.4587
Si	4.1018	9.5708	31.4587
Si	9.5708	9.5708	31.4587
Si	2.7345	0	0.6835
Si	8.2035	0	0.6835
Si	0	2.7345	0.6835
Si	5.469	2.7345	0.6835
Si	2.7345	5.469	0.6835
Si	8.2035	5.469	0.6835
Si	0	8.2035	0.6835
Si	5.469	8.2035	0.6835
Si	4.0852	1.3869	2.0444
Si	9.5571	1.366	2.0644
Si	1.3567	4.1051	2.059
Si	6.7908	4.1312	2.0203
Si	4.0881	6.8479	2.0696
Si	9.5448	6.873	2.0455
Si	1.3373	9.5864	2.0437
Si	6.8401	9.5654	2.0658
Si	-0.0413	-0.033	3.4594
Si	5.443	0.0098	3.3833
Si	2.702	2.7214	3.4454
Si	8.1056	2.7371	3.3478
Si	-0.0424	5.4965	3.3738
Si	5.4685	5.4857	3.4503
Si	2.6885	8.2305	3.4038
Si	8.2087	8.2267	3.4842
Si	1.316	1.3343	4.8145
Si	6.7939	1.3645	4.7624
Si	4.0947	4.0957	4.7926
Si	9.3969	4.1868	4.6351
Si	1.2898	6.8803	4.7612
Si	6.8231	6.8748	4.8515
Si	4.0225	9.6544	4.7437
Si	9.5628	9.559	4.94
Si	2.5978	-0.0705	6.2785
Si	8.1441	0.0587	6.2249
Si	-0.2212	2.7714	5.8852
Si	5.393	2.6656	6.1714
Si	2.7226	5.5294	6.0635
Si	8.1848	5.4942	6.2337
Si	0.0388	8.2227	6.3599
Si	5.4218	8.3287	6.0933
Si	4.22	1.133	7.6074
Si	9.2818	1.7304	7.4719
Si	1.0461	4.2705	7.0782
Si	6.9562	3.8659	7.4642
Si	3.833	7.1731	7.3636
Si	9.8699	6.4706	7.6832
B	1.793	9.1012	7.0172
Si	6.5	9.8888	7.5117
O	2.6432	8.3053	7.7326
O	8.1263	2.8092	8.0234
O	4.2137	6.7922	24.1213
O	9.6321	1.3502	24.1406
O	5.3706	0.0408	8.086
O	0.0831	5.3075	7.9368
O	1.404	4.1132	24.1909
O	6.9812	9.4778	24.2341
H	7.0932	9.2269	8.7128
O	4.4964	6.66	8.777
O	9.3229	6.749	9.2306
O	3.6824	1.8626	9.019
O	1.6468	3.073	8.0204
O	6.1109	4.5061	8.7443
O	10.1166	1.1496	8.7802
H	0.3713	10.5095	23.4331
H	2.4462	8.506	23.4823
O	10.6528	5.8993	23.3989
O	6.0235	5.0326	23.2624
O	4.994	10.7599	23.2024
O	7.9864	3.2394	23.3569
O	8.8452	7.856	23.3884
O	3.3239	2.7046	23.1042
Si	6.5902	1.5065	15.4181
Si	4.965	10.7762	21.575
Si	7.7361	7.5969	16.0253
Si	5.9789	1.5185	12.2248
Si	0.8081	0.032	17.2786
Si	1.1641	1.5382	14.4948
Si	6.5034	5.2664	17.8635
Si	10.6937	1.3438	10.299
Si	7.3137	4.4156	22.4675
Si	3.0912	8.8056	17.1576
Si	4.054	5.4487	19.8334
Si	5.3063	4.7754	15.1438
Si	0.1227	10.1095	12.4545
Si	1.9583	2.0349	19.164
Si	9.5177	6.6561	22.5273
Si	8.4735	3.2404	11.5823
Si	0.2177	7.5667	19.9359
Si	3.1976	5.1736	11.2815
Si	9.3266	9.4369	18.0223
Si	4.9192	1.7132	18.0044
Si	6.9925	3.1157	19.5848
Si	0.3207	4.5218	15.3993
Si	2.7326	6.6069	14.9677
Si	5.5772	5.7759	9.6267
Si	8.4783	8.1592	12.9914
Si	2.7123	8.109	12.2622
Si	3.5733	2.6311	21.4939
Si	8.3839	6.2681	10.4911
Si	6.9918	0.1578	19.4768
Si	8.2549	3.936	14.6817
Si	3.6448	2.9845	13.2711
Si	3.2482	8.3304	20.2316
Si	5.5889	9.7058	15.5662
Si	5.5287	9.5151	12.5105
Si	2.3586	2.7474	9.4287
Si	1.3248	4.9328	18.457
O	1.447	9.1686	12.0797
O	8.4205	4.6512	10.7576
O	4.211	9.761	16.4391
O	4.2469	5.9695	14.7875
O	4.5539	2.3115	12.0906
O	6.4426	10.4962	20.9032
O	7.1295	2.3131	11.3728
O	2.6414	7.7679	13.8445
O	5.5007	2.9003	18.9505
O	2.2617	1.9795	20.7628
O	4.5889	3.4668	14.5028
O	8.8001	8.494	16.8266
O	8.8375	7.0262	11.8623
O	1.2466	0.9361	16.0012
O	6.3498	1.4974	13.8106
O	4.8077	5.3094	10.9935
O	9.601	4.7238	15.2688
O	0.439	0.3873	13.55
O	0.4911	6.1265	19.1951
O	1.6112	8.3091	20.3903
O	3.7847	6.8371	20.6949
O	7.6091	4.2236	18.5322
O	2.6078	4.2283	10.084
O	6.264	8.2709	15.8736
O	6.767	10.8474	15.8101
O	5.0695	9.8376	14.0352
O	2.9263	4.3164	12.6494
O	2.5345	6.6835	11.4137
O	7.4428	6.3273	17.0326
O	2.6198	1.8459	13.8192
O	7.8397	2.5882	15.5893
O	9.7902	2.4384	11.0857
O	5.4579	4.6594	16.7563
O	5.5201	5.7278	19.1117
O	6.9967	8.7621	12.5645
O	3.306	1.8444	18.2126
O	5.7874	10.9195	11.6962
O	1.6862	9.6083	17.2384
O	0.4997	3.0355	14.7042
O	5.6421	0.3278	18.5341
O	8.6565	3.5177	13.1694
O	2.9245	5.2828	18.6387
O	7.7157	1.6428	19.6153
O	6.8512	6.6849	10.0797
O	10.2247	7.2954	21.2303
O	5.354	1.8995	16.4369
O	0.7266	4.7229	16.9598
O	1.0103	0.8109	18.6986
O	1.417	5.608	14.7498
O	3.928	4.1303	20.8585
O	8.0741	10.0551	18.867
O	9.7482	9.2339	12.9781
O	10.3121	8.5768	18.9835
O	10.1612	10.6136	17.2587
O	1.3197	1.8537	10.3224
O	4.6692	1.4255	21.2222
O	10.6286	-0.1009	11.0527
O	3.6397	8.4998	18.6558
O	2.7466	7.3871	16.4079
O	8.3671	5.5928	22.093
O	8.3504	7.4681	14.4898
O	6.8593	3.7265	21.0743
O	4.2139	8.7234	11.8723
O	6.8701	4.8693	14.5759
O	3.9013	9.6053	21.0626
O	1.1346	3.4331	19.0506

Results
free energy: -132391.879 eV
free energy less fixed offsets of B -154.04, H -15.97, O -568.88, Si -635.61 eV per atom: -1.339 eV

Forces (eV/angstrom), in the order of the atoms: element, x, y, z
Si	-0.0003	0.0009	0.0023
Si	-0.0014	-0.0018	0.002
Si	-0.0007	0.001	0.0016
Si	0.0011	-0.0009	0.0008
Si	0.0008	-0.0007	-0.0008
Si	-0.0012	0.0012	0.0014
Si	0.0011	0.0001	0.002
Si	-0.0018	-0.0008	0.0014
Si	-0.0006	-0.0002	-0.0009
Si	-0.0001	0.0001	-0.0007
Si	0.0015	-0.0005	-0.0024
Si	0.0008	-0.0006	-0.0023
Si	-0.0009	0.0003	-0.0014
Si	0.0006	-0.0001	-0.0023
Si	-0.0009	0.0023	-0.0017
Si	-0.0016	0.0007	-0.0017
Si	0.001	-0.0009	0.005
Si	0.0003	-0.0006	-0.002
Si	-0.0011	-0.0013	-0.0031
Si	0.0004	0.0001	0.0071
Si	0.0012	-0.0002	-0.004
Si	0.0007	-0.0005	0.0011
Si	-0.0011	-0.0033	0.001
Si	-0.0009	0.0009	-0.0046
Si	0.0031	-0.0014	-0.0103
Si	0.0047	-0.0009	0.0007
Si	0.0064	-0.0078	0.0072
Si	-0.0004	-0.0076	-0.0041
Si	0.0077	-0.007	0.011
Si	0.0027	-0.0029	-0.0014
Si	0.0074	0.0031	-0.0013
Si	0.0035	-0.001	0.0056
Si	-0.0083	0.0047	-0.0001
Si	0.0043	-0.0042	0.0005
Si	-0.0085	0.0115	-0.001
Si	0.0012	0.0018	0.0002
Si	0.0024	0.0011	0.0003
Si	-0.0133	0.009	-0.0019
Si	0.0037	0	0.0001
Si	-0.0053	0.0101	-0.0019
Si	0.1117	-0.083	-0.0716
Si	0.0576	-0.0116	-0.0537
Si	0.1203	-0.2102	0.0122
Si	0.0239	0.0129	-0.0114
Si	0.021	-0.0004	-0.0183
Si	0.1384	-0.1377	-0.0396
Si	0.0468	0.0451	0.0288
Si	0.1576	-0.0834	-0.0027
Si	-0.1295	0.0811	0.0368
Si	-0.0338	-0.0369	0.0644
Si	-0.0374	-0.0429	0.1048
Si	-0.2768	0.1608	-0.1716
Si	0.0184	0.0008	0.1112
Si	-0.0511	0.1761	0.0016
Si	-0.1135	0.1129	-0.097
Si	0.0171	-0.0174	0.1295
Si	0.0098	-0.0038	-0.0042
Si	-0.0012	0.0013	0.008
Si	0.0042	-0.006	-0.0031
Si	0.0067	-0.0208	-0.0003
Si	0.006	-0.0086	0.0045
Si	0.0106	-0.0069	-0.0036
Si	-0.0016	-0.0083	0.0057
Si	-0.0001	-0.0016	-0.0033
Si	0.0158	-0.0321	0.0243
Si	-0.0138	0.0263	0.0028
Si	0.0139	-0.0053	0.006
Si	-0.0266	0.0215	-0.0177
Si	-0.0228	0.0272	-0.0007
Si	0.0087	0.0054	0.0051
Si	-0.0268	0.0302	0.004
Si	0.0048	-0.0103	0.0184
Si	-0.0295	0.0022	-0.0048
Si	0.0042	-0.003	-0.0001
Si	-0.0019	0.0009	0.0001
Si	-0.0025	-0.0073	0.0007
Si	0.0191	-0.0009	0.0069
Si	-0.0034	-0.0046	-0.0063
Si	-0.0048	-0.0274	0.0124
Si	-0.0066	0.034	-0.0178
Si	0.0077	0.0341	-0.0329
Si	0.0065	-0.0062	0.0095
Si	0.0117	0.0001	0.017
Si	-0.0154	-0.0021	-0.012
Si	-0.0102	0.0194	0.0361
Si	0.0099	0.0251	-0.0046
Si	0.007	-0.0022	-0.0116
Si	-0.0117	0.0103	0.0249
Si	0.0179	0.0149	0.0188
Si	0.0033	0.0065	-0.0149
Si	0.0062	-0.0105	-0.0282
Si	0.012	-0.0091	0.0278
Si	0.068	-0.0725	-0.1029
Si	-0.0317	-0.0271	-0.0091
B	-0.0081	-0.0363	-0.0249
Si	0.0108	-0.0232	-0.0129
O	-0.0471	0.044	0.0666
O	-0.0117	0.0011	0.0028
O	-0.0036	0.0024	-0.0008
O	-0.0009	0.0006	0.0007
O	-0.017	0.0088	0.0007
O	0.0138	0.017	0.0119
O	-0.0035	0.0031	0.0008
O	-0.0004	0.0016	-0.0003
H	-0.0022	0.0026	0.002
O	0.0073	-0.0048	0.047
O	0.0031	0.0084	-0.0059
O	0.0019	-0.0092	-0.0132
O	0.0089	-0.0105	0.012
O	0.0024	-0.0001	-0.0131
O	0.0036	-0.0056	0.0013
H	0	-0.0003	-0.0009
H	0.0013	-0.0016	-0.0015
O	-0.0006	0.0001	0.0003
O	-0.0001	-0.0016	0.0012
O	-0.0001	0.0006	-0.0013
O	-0.001	0.0003	0.0002
O	0.0015	-0.0015	0.0002
O	0.0007	-0.0009	0.0008
Si	-0.0006	-0.0001	-0.0013
Si	-0.0005	0.0003	-0.0002
Si	0	0.0005	-0.0028
Si	0.0007	0.0008	-0.0002
Si	-0.0004	0.001	-0.0017
Si	-0.0008	0.0008	-0.0005
Si	-0.0012	0.0004	-0.0012
Si	-0.003	0.0032	0.0015
Si	-0.0002	0.0008	-0.0023
Si	0.0002	-0.0002	-0.0005
Si	-0.0006	0.0002	-0.0006
Si	-0.0012	-0.0001	-0.0012
Si	-0.001	0.0007	0.0023
Si	-0.0003	0.0003	-0.0012
Si	-0.0013	0.001	-0.0016
Si	-0.0006	-0.0012	-0.0017
Si	-0.0002	0.0001	-0.001
Si	0.0018	0.0003	-0.0001
Si	-0.0001	0.0001	-0.002
Si	-0.0006	0.0003	-0.0018
Si	-0.0014	0.0006	-0.0011
Si	-0.0007	0.0014	-0.0015
Si	-0.001	0.0006	-0.0024
Si	-0.0111	0.009	-0.0019
Si	-0.0012	-0.0003	-0.0011
Si	-0.0011	-0.0021	0.0022
Si	-0.0012	0.0001	-0.0003
Si	-0.0085	0.0013	0.006
Si	-0.0005	0.0004	-0.001
Si	-0.0003	-0.0002	-0.0023
Si	-0.0005	0.002	-0.0009
Si	-0.0008	0.0003	-0.0006
Si	-0.0008	0.0007	-0.0017
Si	-0.0004	0.0005	0.0004
Si	-0.0075	0.0132	-0.0006
Si	-0.0006	0.0005	-0.0015
O	-0.0008	0.0007	-0.003
O	-0.0003	0.0013	-0.0031
O	-0.0006	0.0001	-0.0003
O	-0.0011	0.0003	-0.0009
O	-0.0013	0.0006	-0.001
O	0.0004	0.0004	-0.0003
O	-0.0014	-0.0004	-0.0004
O	-0.0005	-0.0005	0.0004
O	0	0.0004	0.0001
O	-0.0006	0.0002	0
O	-0.0002	0.0014	-0.0005
O	-0.001	0.0003	-0.0001
O	0.0002	0.001	-0.0005
O	-0.0005	0.0007	-0.0008
O	-0.0006	0.0007	0.0006
O	0.0002	0.0005	-0.001
O	-0.0002	-0.0002	-0.0002
O	-0.0007	0.0012	-0.0003
O	-0.0001	-0.0001	0.0005
O	-0.0002	0.0001	0.0002
O	-0.0009	0	0.0002
O	-0.0011	0.0002	0.0003
O	-0.0013	-0.0012	-0.0007
O	-0.0005	0.0005	0.0002
O	-0.0004	-0.0004	-0.0008
O	-0.0008	-0.0003	0.0006
O	-0.001	-0.0001	0.0012
O	-0.0015	0.0023	-0.0014
O	-0.0005	0.0003	0.0001
O	-0.0015	-0.0006	0.002
O	-0.0005	0.0007	0
O	-0.0014	0.0013	-0.002
O	0	0.0007	0
O	-0.0001	0.0002	-0.0007
O	-0.0017	0.0009	-0.0013
O	-0.0008	0.0002	0.0001
O	-0.0011	0.0001	-0.0013
O	-0.0004	0.0003	0.0004
O	-0.0002	-0.0001	-0.0008
O	-0.0008	0.0004	-0.0005
O	0.0007	0.0014	0.001
O	-0.0014	-0.0002	0.0004
O	-0.0004	0.0001	0.0002
O	0.0012	-0.003	-0.0049
O	-0.0001	0.0005	0.0008
O	-0.0015	0.0011	0.001
O	-0.0005	0.0003	0.0012
O	-0.0008	0.0004	-0.0003
O	-0.0008	0.0006	0.0005
O	-0.0004	0	0.0002
O	-0.0008	0.0003	0.0003
O	0.0003	0.0017	-0.001
O	-0.0008	0.0005	-0.0001
O	-0.0004	0.0004	0.0002
O	0.0007	-0.002	-0.0025
O	0	0.0003	0.0003
O	-0.0012	-0.0009	-0.0014
O	-0.001	0.0005	-0.0009
O	-0.0003	0.0007	0.0006
O	0.0016	-0.0009	0.001
O	-0.0016	0.0005	0.0017
O	0.0006	-0.0003	0.0009
O	-0.0009	0.0006	-0.0019
O	-0.001	0.0005	0.0005
O	-0.0004	-0.0004	-0.0001
O	-0.0004	0.0005	0.0002

The program warned: the cutoff lies below the one the program advises for these potential files; the forces do not sum to zero within the program's tolerance; the exchange-correlation potential is rough where the density is thin.
